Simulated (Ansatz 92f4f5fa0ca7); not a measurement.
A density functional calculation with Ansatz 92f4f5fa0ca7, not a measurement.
Periodic cell of 406 atoms, Si266O140, from a study of silicon, its oxide and their interface. The atomic structure is a simulated model.
Doubt: the cutoff is far below the 930 eV that the study's wrapper takes by default for these files, so forces and energies are approximate.

Settings: functional PBE; potential files Ansatz PAW; basis plane waves; wave-function cutoff 580 eV; density cutoff ratio 5; exchange-correlation grid ratio 1; k mesh 1 x 1 x 1, Gamma-centred; self-consistency stop 5e-08 eV per atom in the density residual; occupations fixed; spin none; net charge 0.

Cell vectors (angstrom)
a	15.4687	0	0
b	0	12.8259	0
c	0	0	35.7881

Atoms and the computed forces on them: element, x, y, z (angstrom), force x, y, z (eV/angstrom)
Si	0.014	1.173	33.112	-0.001	0.001	0
Si	3.878	1.174	33.106	0.001	0	0
Si	7.73	1.174	33.117	0	0.001	0
Si	11.644	1.175	33.121	0.001	0.001	0
Si	1.946	7.581	33.113	0.001	-0.002	0
Si	5.795	7.584	33.104	0	0.001	0.001
Si	9.693	7.584	33.105	-0.001	-0.001	0
Si	13.557	7.584	33.1	0.001	0.002	0.001
Si	1.934	5.247	33.521	0.08	0.031	0.03
Si	5.801	5.247	33.521	0.073	0.063	-0.093
Si	9.668	5.247	33.521	0.04	0.145	0.049
Si	13.535	5.247	33.521	0.072	0.097	0.011
Si	0	11.66	33.521	0.136	0.122	0.008
Si	3.867	11.66	33.521	-0.038	0.091	0.048
Si	7.734	11.66	33.521	0.168	0.087	0.014
Si	11.602	11.66	33.521	0.038	0.054	-0.202
Si	0	4.664	34.758	-0.019	-0.006	-0.011
Si	3.867	4.664	34.758	-0.051	0.007	-0.018
Si	7.734	4.664	34.758	-0.023	0.027	-0.014
Si	11.602	4.664	34.758	-0.039	0.006	-0.022
Si	1.934	11.077	34.758	-0.006	0.033	0.031
Si	5.801	11.077	34.758	-0.002	-0.034	-0.043
Si	9.668	11.077	34.758	-0.043	0.037	0
Si	13.535	11.077	34.758	-0.035	-0.055	-0.054
Si	0	2.332	35.17	0.004	0.02	0.054
Si	3.867	2.332	35.17	0.024	-0.018	0.003
Si	7.734	2.332	35.17	-0.079	0.009	0.087
Si	11.602	2.332	35.17	0.151	0.033	0.127
Si	1.934	8.745	35.17	0.04	0.021	0.045
Si	5.801	8.745	35.17	-0.048	0.009	-0.007
Si	9.668	8.745	35.17	0.067	0.013	-0.011
Si	13.535	8.745	35.17	0.032	0.002	-0.029
Si	1.934	1.749	0.619	0.031	0.001	-0.007
Si	5.801	1.749	0.619	-0.015	0.064	0.01
Si	9.668	1.749	0.619	-0.029	-0.04	-0.032
Si	13.535	1.749	0.619	-0.017	0.051	0.032
Si	0	8.162	0.619	-0.017	-0.021	-0.007
Si	3.867	8.162	0.619	0.004	-0.005	0.005
Si	7.734	8.162	0.619	-0.023	-0.037	-0.038
Si	11.602	8.162	0.619	-0.04	-0.006	-0.008
Si	0	5.83	1.031	0.02	-0.001	0.007
Si	3.867	5.83	1.031	0.045	-0.036	-0.033
Si	7.734	5.83	1.031	0.018	0.001	0.016
Si	11.602	5.83	1.031	0.032	-0.014	-0.011
Si	1.934	12.243	1.031	0.002	0.035	0.045
Si	5.801	12.243	1.031	-0.007	0.022	0.002
Si	9.668	12.243	1.031	0.038	0.004	0.023
Si	13.535	12.243	1.031	0.029	0.042	0.025
Si	1.934	5.247	2.268	0.003	-0.05	-0.099
Si	5.801	5.247	2.268	-0.134	-0.033	-0.152
Si	9.668	5.247	2.268	-0.061	-0.025	-0.062
Si	13.535	5.247	2.268	-0.092	-0.061	-0.187
Si	0	11.66	2.268	-0.08	-0.004	0.001
Si	3.867	11.66	2.268	0.131	0.012	0.055
Si	7.734	11.66	2.268	0.002	0.044	0.184
Si	11.602	11.66	2.268	-0.107	0.044	0.179
Si	1.934	2.915	2.68	-0.028	-0.017	0.009
Si	5.801	2.915	2.68	0.007	-0.125	-0.078
Si	9.668	2.915	2.68	0.027	0.048	0.067
Si	13.535	2.915	2.68	0.023	-0.086	-0.033
Si	0	9.328	2.68	0.024	0.027	0.043
Si	3.867	9.328	2.68	0.013	0.034	0.036
Si	7.734	9.328	2.68	0.033	0.019	0.036
Si	11.602	9.328	2.68	0.052	-0.004	0.011
Si	0.362	0.211	26.388	0.006	-0.006	-0.002
Si	3.564	0.098	26.46	-0.001	-0.005	-0.003
Si	8.174	0.081	26.721	0.004	-0.005	-0.004
Si	11.319	0.104	26.695	0	-0.006	0.012
Si	1.626	6.423	26.349	-0.001	-0.006	0.025
Si	6.119	6.255	26.683	0.001	-0.006	0.005
Si	9.233	6.478	26.741	-0.007	-0.006	0.004
Si	13.9	6.56	26.483	0.009	0.001	-0.054
Si	1.967	4.101	26.881	0	0.011	-0.003
Si	5.903	3.916	26.967	-0.001	0.007	0.001
Si	9.719	4.211	26.953	-0.003	0.001	0.006
Si	13.585	4.2	26.947	0	-0.006	0.008
Si	0.139	10.685	26.773	0.002	0.006	0
Si	3.999	10.574	26.886	0.002	0.004	0.002
Si	7.637	10.643	26.891	-0.003	0.003	0.005
Si	11.753	10.613	26.975	0	0.009	0.003
Si	0.049	3.599	28.185	0.003	-0.002	0
Si	3.893	3.535	28.156	-0.001	-0.001	0
Si	7.838	3.412	28.172	0.005	-0.001	-0.001
Si	11.642	3.62	28.184	-0.002	0	-0.001
Si	2.004	9.974	28.059	0.002	-0.004	0.004
Si	5.831	10.016	28.268	0.001	-0.001	-0.001
Si	9.684	9.963	28.002	0	-0.001	-0.002
Si	13.696	10.028	28.145	0	0	-0.005
Si	0.048	1.255	28.523	-0.007	0.004	0.007
Si	3.849	1.196	28.562	0.007	0.002	0.007
Si	7.827	1.162	28.752	-0.002	0.004	0.008
Si	11.616	1.29	28.686	-0.001	-0.001	-0.002
Si	1.953	7.62	28.435	-0.002	0	-0.009
Si	5.797	7.633	28.592	0	0.005	0.001
Si	9.686	7.72	28.638	0	0.003	0.001
Si	13.627	7.672	28.561	-0.012	0.011	0.036
Si	1.939	0.619	29.813	0	0.001	0
Si	5.796	0.598	29.809	-0.002	0.003	-0.007
Si	9.744	0.616	29.957	0	0.011	-0.003
Si	13.597	0.632	29.78	0.004	0.004	-0.006
Si	0.071	7.069	29.797	0.004	-0.002	-0.007
Si	3.849	7.033	29.761	-0.002	0.003	0.001
Si	7.742	7.058	29.837	-0.001	0.002	-0.001
Si	11.659	7.068	29.773	0.005	0	-0.01
Si	0.054	4.745	30.24	-0.003	-0.001	0.001
Si	3.895	4.706	30.21	0.001	-0.003	0.001
Si	7.785	4.706	30.184	-0.001	-0.003	0.002
Si	11.628	4.747	30.242	0.002	-0.002	0
Si	1.976	11.104	30.172	0.001	-0.002	-0.003
Si	5.83	11.12	30.315	-0.002	-0.004	0.001
Si	9.711	11.096	30.151	-0.002	-0.009	0.001
Si	13.615	11.134	30.226	0.001	-0.005	0.004
Si	1.969	4.098	31.457	0.001	0	0.002
Si	5.837	4.114	31.431	0	0	0.003
Si	9.692	4.114	31.457	-0.001	-0.001	0.001
Si	13.571	4.12	31.445	0.001	0	0
Si	0.058	10.519	31.452	-0.001	0	0.002
Si	3.87	10.503	31.465	0.003	0	0
Si	7.795	10.511	31.456	0.001	-0.001	0.001
Si	11.643	10.513	31.419	0.001	0	0.004
Si	1.944	1.762	31.879	0	0.001	-0.001
Si	5.804	1.778	31.86	0.001	0.002	0.001
Si	9.695	1.79	31.962	-0.001	-0.002	-0.002
Si	13.572	1.78	31.855	-0.001	0	0.003
Si	0.033	8.189	31.875	-0.004	0.003	0.002
Si	3.859	8.167	31.851	0.003	0	-0.001
Si	7.746	8.18	31.902	0	0.001	-0.001
Si	11.634	8.189	31.859	0.002	0.003	0.002
Si	0	2.332	3.917	0.011	-0.238	-0.398
Si	3.867	2.332	3.917	0.191	-0.06	0.005
Si	7.734	2.332	3.917	-0.315	-0.11	-0.071
Si	11.602	2.332	3.917	0.057	-0.122	-0.092
Si	1.934	8.745	3.917	0.006	-0.164	0.011
Si	5.801	8.745	3.917	-0.081	0.122	0.337
Si	9.668	8.745	3.917	-0.126	-0.069	0.106
Si	13.535	8.745	3.917	-0.182	-0.081	0.007
Si	1.913	6.406	4.318	0	-0.003	0
Si	5.744	6.41	4.309	0	0	0.001
Si	9.628	6.407	4.325	0.001	-0.002	0.001
Si	13.496	6.405	4.306	0	-0.001	0.001
Si	-0.021	12.819	4.333	-0.001	-0.002	-0.001
Si	3.895	12.823	4.341	-0.001	-0.002	-0.001
Si	7.735	12.819	4.365	0.002	-0.001	0
Si	11.569	12.82	4.363	0	-0.001	-0.001
Si	-0.041	5.786	5.497	0	0	0.001
Si	3.828	5.809	5.576	0.001	0.001	0.001
Si	7.658	5.824	5.523	-0.001	0.001	0.002
Si	11.565	5.811	5.547	0	0	0.001
Si	1.938	12.181	5.498	0.002	0	0
Si	5.815	12.265	5.65	-0.001	0	0
Si	9.643	12.22	5.657	-0.001	0.002	0.002
Si	13.507	12.216	5.582	0.001	0.002	0
Si	0.009	3.459	5.936	0.001	0.002	-0.002
Si	3.901	3.472	5.993	0	0.001	-0.002
Si	7.651	3.475	5.976	0.002	0.001	-0.003
Si	11.602	3.467	5.976	-0.002	0	-0.005
Si	1.908	9.869	5.992	-0.001	0.003	-0.002
Si	5.764	9.922	6.04	-0.002	0.001	-0.006
Si	9.619	9.882	6.007	-0.002	0.002	-0.003
Si	13.477	9.891	5.986	0.001	0.002	-0.003
Si	1.947	2.789	7.094	0.001	0.001	0.001
Si	5.78	2.908	7.365	-0.001	0.001	-0.003
Si	9.609	2.772	7.052	-0.001	0.002	-0.001
Si	13.578	2.806	7.145	0.001	0.001	-0.001
Si	-0.06	9.254	7.17	0.002	-0.002	0
Si	3.811	9.295	7.289	0.001	0.001	0.003
Si	7.695	9.381	7.316	0.002	0.003	-0.001
Si	11.541	9.328	7.261	-0.001	0.002	0.002
Si	-0.11	6.923	7.535	0.001	0	-0.002
Si	3.765	6.961	7.645	-0.002	-0.001	0
Si	7.552	7.022	7.542	-0.005	-0.004	-0.001
Si	11.54	6.98	7.594	0	-0.002	0
Si	1.958	13.295	7.544	-0.003	-0.001	0.002
Si	5.828	13.392	7.781	0.004	-0.004	0.003
Si	9.623	13.348	7.789	-0.001	-0.003	0.002
Si	13.508	13.334	7.672	-0.002	-0.003	0
Si	1.792	6.293	8.759	0	-0.003	0
Si	5.68	6.404	8.899	0.005	0.001	0.001
Si	9.512	6.353	8.598	0.001	-0.004	-0.006
Si	13.46	6.251	8.78	0	-0.002	0.002
Si	0.035	12.697	8.767	0.003	-0.004	0.002
Si	3.837	12.691	8.859	0.001	-0.002	-0.002
Si	7.7	12.925	9.22	-0.001	-0.001	-0.005
Si	11.605	12.825	9.044	0	-0.005	0.004
Si	1.969	3.946	9.1	-0.001	0.003	-0.001
Si	5.817	4.1	9.489	0	0.002	0.003
Si	9.578	4.049	8.952	0.004	0	0.002
Si	13.687	3.926	9.184	0.001	0.004	-0.004
Si	-0.117	10.366	9.239	0.001	0.008	0.001
Si	3.712	10.365	9.431	-0.002	0.001	-0.003
Si	7.667	10.562	9.458	-0.002	0.004	0.003
Si	11.462	10.458	9.376	0.002	0.003	0.001
Si	0.174	3.34	10.495	0.001	-0.004	0.002
Si	3.783	3.406	10.547	0.001	-0.007	-0.002
Si	7.929	3.655	10.578	0	-0.003	0
Si	11.562	3.577	10.057	-0.004	-0.005	0.004
Si	1.681	9.691	10.606	-0.005	-0.001	0.012
Si	5.704	9.91	10.638	0.013	-0.005	0.004
Si	9.568	9.787	10.68	0	-0.002	0.001
Si	13.398	9.725	10.466	-0.006	-0.007	-0.001
Si	0.447	0.983	10.787	0	0.005	-0.005
Si	3.611	1.066	10.861	-0.006	0.011	-0.003
Si	8.194	1.452	11.342	0.002	0	0.01
Si	11.332	1.44	10.978	-0.003	0.008	-0.007
Si	1.345	7.323	10.835	-0.003	0.006	0.002
Si	5.962	7.534	10.973	-0.001	0.006	-0.008
Si	9.105	7.52	10.552	0	0.008	0.008
Si	13.648	7.401	10.818	0.003	0.009	-0.006
O	13.351	10.363	11.987	0	0.001	0.001
O	8.382	17.442	11.87	-0.001	-0.001	0
O	9.746	1.876	19.212	-0.001	0.003	-0.001
O	7.21	0.738	25.58	0.002	-0.002	0.001
O	8.146	5.863	14.156	0.002	-0.004	0.003
O	4.569	3.052	16.371	0	0.001	0.003
O	-3.989	8.768	23.379	-0.002	-0.003	-0.002
O	11.775	5.443	23.763	-0.001	0	0
O	0.579	4.167	11.907	0	0.003	0.003
O	11.598	17.651	11.115	0	-0.008	0
O	5.828	10.916	11.972	-0.045	0.012	0.02
O	13.71	8.779	18.609	0	0	0
O	-0.443	12.97	11.892	0.002	-0.003	0.005
O	7.518	1.422	12.89	-0.001	0.006	0
O	-2.7	10.639	21.91	-0.001	0	-0.004
O	6.052	7.468	14.543	-0.003	0	0.004
O	2.104	6.411	11.982	-0.001	0	0.002
O	-2.766	19.704	12.092	-0.004	-0.003	0.007
O	12.42	14.245	12.233	0	0.002	0.004
O	5.157	6.726	12.184	-0.001	-0.003	0.006
O	2.024	13.653	11.3	0.002	0.001	0.001
O	9.77	9.941	12.365	-0.002	0.001	-0.005
O	7.178	11.814	16.244	-0.008	0.001	0.001
O	3.304	4.052	12.026	-0.003	0.002	0.003
O	5.512	12.058	14.314	-0.032	-0.013	-0.017
O	4.441	9.632	25.55	-0.001	-0.001	-0.003
O	9.991	4.05	25.272	0.001	0.003	-0.005
O	6.148	3.938	19.496	0	-0.001	-0.001
O	0.445	9.951	25.297	0.001	0.002	0.003
O	2.579	6.885	25.052	0.003	0.004	-0.012
O	4.538	0.835	25.345	0.001	0	0
O	10.087	6.719	25.334	0.001	0.001	-0.004
O	20.799	8.311	20.917	0	0.001	-0.001
O	12.345	14.778	20.715	0.002	0.003	0.002
O	25.604	10.913	22.472	0.001	0.001	-0.002
O	13.899	6.36	17.593	0	0	0.002
O	17.447	0.279	25.974	-0.003	0	-0.001
O	2.047	3.128	25.505	0	-0.004	-0.003
O	7.086	10.222	25.358	0	0	-0.004
O	13.597	3.193	25.636	-0.001	0.001	-0.003
Si	2.374	3.691	24.001	-0.002	-0.002	0.007
Si	12.015	15.444	16.234	-0.001	0	-0.005
Si	9.753	9.196	13.838	0.001	0.001	-0.004
Si	13.38	4.833	14.72	0	-0.002	-0.004
Si	-5.69	12.423	21.945	0.002	0.001	0.005
Si	20.198	11.775	22.194	0.001	0	0.001
Si	9.921	0.28	18.981	0.002	0	0.001
Si	17.18	27.088	18.984	0	0	0.003
Si	0.895	-7.086	15.089	-0.003	0	-0.003
Si	19.902	1.693	17.317	0.001	0	-0.004
Si	21.239	7.679	22.359	0.001	-0.002	0.002
Si	5.776	15.263	19.991	0	0.001	0.004
Si	6.59	6.644	17.269	0.002	0.002	-0.004
Si	20.33	-0.93	12.849	-0.029	-0.038	0.001
Si	17.358	23.797	13.426	0.06	-0.018	-0.045
Si	-0.094	3.883	19.678	-0.003	0.001	0.002
Si	-2.848	8.71	24.563	-0.003	0.002	0.007
Si	12.52	-0.092	17.526	-0.004	0.004	-0.001
Si	12.434	3.479	20.176	0.004	-0.004	0.004
Si	22.449	0.778	22.095	0.003	-0.004	0.001
Si	-2.483	14.937	13.598	-0.005	-0.001	-0.009
Si	17.425	4.855	12.497	0.001	-0.001	-0.008
Si	13.14	23.364	13.571	-0.002	0	-0.008
Si	7.638	15.172	14.274	-0.002	-0.002	-0.009
Si	15.109	-0.034	13.517	-0.007	0.001	-0.009
Si	12.691	5.612	22.434	0.001	-0.001	0.001
Si	7.531	30.428	19.334	0	0.001	0.002
Si	15.327	21.707	18.89	-0.001	0	0.002
Si	3.263	14.448	21.705	0.001	0	0.004
Si	10.02	-22.399	18.4	0.001	-0.001	-0.001
Si	7.645	7.27	14.768	-0.002	-0.002	-0.004
Si	-9.777	9.976	24.53	0	0	0.007
Si	-1.339	11.513	21.802	-0.006	0.003	0.008
Si	15.449	22.511	23.761	0.002	-0.002	0.002
Si	15.252	-13.9	18.806	0.002	0.002	-0.002
Si	-11.028	9.088	17.299	0.002	0.001	-0.002
Si	26.77	6.006	12.148	0.001	0.006	-0.011
Si	-9.508	14.375	24.949	-0.003	0.004	0.005
Si	21.045	-0.985	15.929	0.005	-0.002	-0.012
Si	15.739	5.208	22.347	-0.001	0	0.004
Si	2.433	-4.446	15.044	0.001	0.003	-0.004
Si	3.95	6.254	24.366	-0.002	0.003	0.007
Si	25.729	18.23	24.351	0.001	-0.002	0.004
Si	8.402	0.059	16.166	0.001	0.001	-0.007
Si	1.249	-4.744	21.508	0	0.001	0.004
Si	9.028	4.76	13.374	0.001	0	-0.01
Si	5.387	17.031	15.499	0.001	-0.003	-0.006
Si	-2.648	-5.253	17.941	0.001	0.001	0
Si	12.249	20.687	14.931	0	0.001	-0.007
Si	10.836	24.398	15.102	-0.003	0.004	-0.005
Si	-2.002	1.728	24.956	-0.002	-0.001	0.003
Si	11.148	7.483	20.525	0.002	0.001	0.004
Si	24.019	-6.743	21.78	0	0.002	0.006
Si	0.064	6.21	17.836	0	-0.002	-0.002
Si	19.514	-3.617	20.445	0.001	-0.001	0.006
Si	11.359	9.867	22.153	0.001	0.003	0.002
Si	4.812	6.744	13.797	0	-0.001	-0.007
Si	12.484	26.872	22.164	-0.001	-0.004	0.001
O	13.192	-3.727	14.37	0.001	0.001	0.004
O	20.455	10.418	16.494	0.004	0.002	0.003
O	19.561	-3.322	18.843	0	0	-0.001
O	16.574	8.822	22.959	0.001	-0.001	-0.003
O	5.937	3.089	25.507	0	-0.004	-0.004
O	-4.609	8.009	14.086	-0.002	0	0.002
O	7.132	6.251	18.758	0	0	0
O	15.221	7.212	11.286	0.003	-0.002	0.001
O	23.126	-6.133	26.266	0.007	0.001	-0.003
O	11.618	19.991	18.983	0.001	0	-0.001
O	3.1	8.561	16.523	-0.004	0.001	-0.003
O	11.212	3.991	19.232	0.001	-0.001	0
O	2.907	14.474	17.9	-0.001	0	0.001
O	-1.516	12.108	17.905	0.002	-0.001	-0.002
O	11.046	-3.735	20.755	0.001	0.001	0
O	-2.608	-5.474	25.454	0.007	-0.009	0.013
O	10.01	10.166	15.135	0	-0.001	0.005
O	15.209	11.077	22.941	0.004	-0.001	0.001
O	4.601	5.248	14.47	-0.001	0.003	0.003
O	8.17	17.658	20.823	0	-0.001	-0.003
O	4.608	13.324	12.069	0	-0.018	0.014
O	3.44	11.16	13.033	-0.017	0.03	0.032
O	-0.575	0.911	25.192	-0.002	0.004	-0.002
O	19.537	-2.198	21.255	0.001	0.002	-0.001
O	16.114	7.718	18.054	0	0	0
O	11.764	11.424	13.764	0.001	0	0.003
O	-2.724	14.32	17.17	-0.001	-0.002	0.001
O	-5.661	1.092	11.554	0.003	0.002	0
O	15.88	-2.513	18.342	0.001	-0.001	-0.001
O	1.91	17.712	14.136	0.001	-0.001	0.001
O	33.624	8.404	20.831	-0.002	0	-0.002
O	6.061	-16.826	23.465	0.001	0.001	-0.001
O	12.647	6.293	14.7	0.001	-0.001	0.003
O	16.568	6.474	21.742	0.001	0.002	-0.003
O	14.042	8.888	23.8	0.001	-0.002	-0.005
O	8.289	8.549	14.031	0.002	0.007	-0.001
O	0.087	8.636	20.494	0.003	-0.001	0.001
O	-3.617	14.739	14.765	0.002	0.001	0.003
O	7.758	14.302	15.654	0.001	0	0.005
O	13.74	0.218	22.061	-0.005	0.002	-0.001
O	5.163	6.575	25.395	0.001	0	-0.004
O	7.852	7.227	16.39	-0.001	-0.001	0.007
O	14.912	5.285	14.589	-0.001	0.001	0.004
O	10.61	18.018	13.406	-0.003	-0.001	0.011
O	10.126	7.019	11.714	-0.001	0	0.002
O	1.21	10.42	12.041	0.038	0.01	0.032
O	14.819	-1.337	20.344	-0.001	0	0.002
O	7.174	6.886	22.138	-0.001	0.001	-0.003
O	17.303	-3.001	14.58	0.012	0.022	-0.024
O	0.342	5.358	19.175	-0.001	-0.002	0
O	3.553	7.753	14.028	-0.002	0.001	0.003
O	12.97	2.116	23.443	0.003	-0.001	0
O	-9.112	3.339	14.496	0	0.001	0.005
O	1.166	7.348	14.997	0.002	0.005	0.005
O	8.64	4.106	18.325	0	0.001	-0.001
O	11.472	12.647	18.768	0	0.001	-0.001
O	12.312	6.898	21.516	0.001	-0.001	-0.001
O	-3.6	11.843	16.324	-0.002	0	-0.001
O	19.939	6.835	22.924	0	-0.001	-0.003
O	6.075	5.222	16.594	-0.001	-0.002	0.001
O	0.022	19.542	25.973	-0.007	-0.002	0.002
O	15.624	3.958	21.288	0.001	0.001	-0.002
O	16.371	12.904	18.606	0.002	0.002	0
O	12.16	9.957	25.5	0.002	0	-0.002
O	20.922	14.469	18.602	0	0	-0.001
O	21.577	12.336	21.524	0	0.001	0
O	7.048	1.808	20.819	0	-0.002	-0.001
O	9.178	5.469	23.143	0.001	0	0
O	12.117	8.05	16.549	-0.001	0.001	0.003
O	-2.541	16.801	16.054	0.001	0.002	0
O	12.4	4.317	21.539	0.001	0.001	-0.002
O	16.378	18.237	16.688	0	0.003	0.001
O	9.466	12.345	20.337	0.001	-0.001	-0.001
O	14.262	5.695	22.85	-0.001	0	-0.001
O	4.753	0.297	16.528	0.001	0	0.002
O	9.023	-0.042	17.667	0	0	0
O	23.902	0.243	22.609	-0.001	0.002	-0.002
O	4.489	15.27	20.997	-0.001	-0.001	-0.002
O	9.628	12.668	15.095	0.001	0	0.005
O	10.555	2.985	16.872	0.001	0.001	0.001
O	16.665	12.393	13.914	0.006	-0.008	-0.004
O	-1.136	11.492	14.117	0.003	0.003	0.005
O	16.54	17.419	23.614	0	0.001	-0.002
O	3.675	13.006	22.338	0	0	-0.002
O	17.65	14.138	20.535	0.001	-0.001	-0.003
O	6.204	14.355	23.334	-0.002	0.002	-0.001
O	13.194	3.748	13.471	0.001	0.002	0.004
O	11.033	0.53	22.406	0.002	0.001	-0.004
O	9.741	13.107	26.204	-0.001	0	-0.003
O	14.398	14.183	14.061	0.004	-0.002	0.004
O	24.419	16.135	14.114	0.001	-0.003	0.005
O	-7.88	-5.507	11.188	-0.001	0	0.002
O	12.292	13.595	25.555	0.002	0.003	-0.004
O	-1.666	3.66	19.331	-0.001	0	0.003
O	5.471	7.821	17.385	-0.001	0	0.003
O	3.692	17.486	24.109	0.002	-0.002	-0.004
O	9.671	6.919	20.931	-0.001	-0.001	-0.002
O	2.64	2.517	22.916	0	0	-0.002
O	0.732	-10.095	18.907	0	0.001	0
O	20.611	11.265	23.688	0.001	0	0

Results
free energy: -248720.578 eV
free energy less fixed offsets of O -568.88, Si -635.61 eV per atom: -5.118 eV

The program warned: the cutoff lies below the one the program advises for these potential files; the exchange-correlation potential is rough where the density is thin.
